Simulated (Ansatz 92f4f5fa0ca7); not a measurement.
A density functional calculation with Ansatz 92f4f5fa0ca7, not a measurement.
Periodic cell of 215 atoms, Si133O82, from a study of silicon, its oxide and their interface. The atomic structure is a simulated model.
Doubt: the cutoff is low for norm-conserving oxygen, so forces and energies are approximate.
This geometry differs little from another in the collection (a relaxation step or a small displacement).

Settings
functional: HSE06
potential files: SPMS norm-conserving
basis: plane waves
wave-function cutoff: 800 eV
density cutoff ratio: 4
exchange-correlation grid ratio: 1
k mesh: 1 x 1 x 1, Gamma-centred
occupations: fixed
spin: none
net charge: 0

Cell vectors (angstrom)
a, 10.938, 0, 0
b, 0, 10.938, 0
c, 0, 0, 31.5432

Atoms: element, x, y, z (angstrom)
Si, 10.435, 0.5605, 24.3329
Si, 6.0224, 10.4974, 24.1382
Si, 2.1292, 3.2364, 24.0861
Si, 8.6939, 2.2533, 24.285
Si, 0.4902, 5.0523, 24.1588
Si, 5.0454, 5.892, 24.1922
Si, 3.3758, 7.6483, 24.1522
Si, 7.8192, 8.8134, 23.9948
Si, 1.353, 1.4494, 25.4425
Si, 6.8826, 1.3257, 25.4572
Si, 4.0323, 4.0956, 25.3288
Si, 9.6307, 4.1119, 25.3933
Si, 1.4684, 6.8278, 25.3586
Si, 6.8853, 6.929, 25.259
Si, 4.1974, 9.5379, 25.3341
Si, 9.5387, 9.6153, 25.4179
Si, 2.764, -0.0119, 26.6946
Si, 8.2071, -0.0161, 26.849
Si, -0.008, 2.7606, 26.8349
Si, 5.4445, 2.7353, 26.7072
Si, 2.7431, 5.4488, 26.7949
Si, 8.2024, 5.5032, 26.6819
Si, 0.0206, 8.1932, 26.6989
Si, 5.5133, 8.1907, 26.7671
Si, 4.1018, 1.3673, 28.1249
Si, 9.5708, 1.3673, 28.1249
Si, 1.3673, 4.1018, 28.1249
Si, 6.8362, 4.1018, 28.1249
Si, 4.1018, 6.8362, 28.1249
Si, 9.5708, 6.8362, 28.1249
Si, 1.3673, 9.5708, 28.1249
Si, 6.8362, 9.5708, 28.1249
Si, 0, 0, 29.4922
Si, 5.469, 0, 29.4922
Si, 2.7345, 2.7345, 29.4922
Si, 8.2035, 2.7345, 29.4922
Si, 0, 5.469, 29.4922
Si, 5.469, 5.469, 29.4922
Si, 2.7345, 8.2035, 29.4922
Si, 8.2035, 8.2035, 29.4922
Si, 1.3673, 1.3673, 30.8594
Si, 6.8362, 1.3673, 30.8594
Si, 4.1018, 4.1018, 30.8594
Si, 9.5708, 4.1018, 30.8594
Si, 1.3673, 6.8362, 30.8594
Si, 6.8362, 6.8362, 30.8594
Si, 4.1018, 9.5708, 30.8594
Si, 9.5708, 9.5708, 30.8594
Si, 2.7345, 0, 0.6835
Si, 8.2035, 0, 0.6835
Si, 0, 2.7345, 0.6835
Si, 5.469, 2.7345, 0.6835
Si, 2.7345, 5.469, 0.6835
Si, 8.2035, 5.469, 0.6835
Si, 0, 8.2035, 0.6835
Si, 5.469, 8.2035, 0.6835
Si, 4.1018, 1.3673, 2.0507
Si, 9.5708, 1.3673, 2.0507
Si, 1.3673, 4.1018, 2.0507
Si, 6.8362, 4.1018, 2.0507
Si, 4.1018, 6.8362, 2.0507
Si, 9.5708, 6.8362, 2.0507
Si, 1.3673, 9.5708, 2.0507
Si, 6.8362, 9.5708, 2.0507
Si, 0, 0, 3.418
Si, 5.469, 0, 3.418
Si, 2.7345, 2.7345, 3.418
Si, 8.2035, 2.7345, 3.418
Si, 0, 5.469, 3.418
Si, 5.469, 5.469, 3.418
Si, 2.7345, 8.2035, 3.418
Si, 8.2035, 8.2035, 3.418
Si, 1.3175, 1.3872, 4.7234
Si, 6.8579, 1.3253, 4.8559
Si, 4.0824, 4.1232, 4.7097
Si, 9.5518, 4.0861, 4.8477
Si, 1.3549, 6.8728, 4.844
Si, 6.8464, 6.8171, 4.7307
Si, 4.1077, 9.5698, 4.8388
Si, 9.5817, 9.5725, 4.7689
Si, 2.6413, 0.0298, 6.1064
Si, 8.2246, -0.1089, 6.2558
Si, -0.0252, 2.6753, 6.2017
Si, 5.4105, 2.7544, 6.089
Si, 2.741, 5.4546, 6.1406
Si, 8.1204, 5.4389, 6.1815
Si, 0.0087, 8.2891, 6.2291
Si, 5.5507, 8.1751, 6.1561
Si, 3.4871, 1.9384, 7.1687
Si, 10.0251, 0.8408, 7.4664
Si, 1.7808, 3.6692, 7.3498
Si, 6.2243, 4.535, 7.3851
Si, 4.6366, 6.3209, 7.255
Si, 9.1663, 7.2022, 7.3248
Si, 0.9047, 10.1566, 7.5199
Si, 7.4049, 8.9076, 7.4816
O, 4.5537, 6.6088, 8.8802
O, 1.4178, 3.9979, 8.9414
O, 9.7375, 6.5704, 8.7491
O, 1.3187, 10.0931, 9.149
O, 6.1073, 4.2377, 9.0266
O, 3.7057, 1.5772, 8.7555
O, 7.1209, 8.9836, 9.1275
O, 9.645, 1.093, 9.0652
O, 8.2707, 2.5117, 22.7134
O, 11.011, 5.5356, 22.6297
O, 5.6195, 0.0577, 22.6159
O, 5.2971, 5.4048, 22.6291
O, 2.1581, 2.8008, 22.4791
O, 3.3064, 7.8455, 22.5014
O, 8.3619, 8.7304, 22.4123
O, -0.1645, 11.2191, 22.7488
Si, 2.1556, 2.9861, 12.8921
Si, 8.6848, 1.3001, 10.3608
Si, 1.0724, 4.5019, 15.3513
Si, 7.5598, 5.5751, 12.2073
Si, 2.4087, 8.1746, 21.191
Si, 5.4321, 7.7733, 12.4789
Si, 9.2624, 0.457, 15.4968
Si, 2.9091, -0.0495, 16.647
Si, 10.4693, 1.1687, 12.6062
Si, 7.7619, 2.8186, 21.2152
Si, 9.1344, 8.7877, 14.4647
Si, 1.4782, 4.7931, 10.3623
Si, 4.4803, 9.4746, 19.1196
Si, 11.0702, 6.093, 21.104
Si, 6.6141, 10.448, 14.8466
Si, 5.38, 0.7204, 21.1588
Si, 2.3502, 9.8134, 10.3943
Si, 0.4225, 10.6316, 21.3743
Si, 5.8522, 5.2462, 21.1226
Si, 3.6506, 7.0937, 10.1176
Si, 9.0548, 5.684, 14.8385
Si, 3.6599, 4.0788, 19.0922
Si, 10.0264, 3.6615, 19.3007
Si, 4.2552, 8.6637, 15.3551
Si, 0.4578, 1.9178, 17.149
Si, 6.7928, 7.525, 19.2388
Si, 5.257, 3.6225, 16.7369
Si, 7.7842, 5.0112, 17.5123
Si, 6.6798, 9.9176, 10.3938
Si, 4.3671, 1.0691, 10.1337
Si, -0.0259, 9.1006, 11.907
Si, 9.0918, 8.6253, 20.9427
Si, 4.5514, 1.6652, 14.5744
Si, 2.4415, 2.0817, 21.044
Si, 6.3261, 3.3471, 10.3748
Si, 3.4338, 5.9179, 16.7373
Si, 9.881, 6.5515, 10.3587
O, 0.1251, 2.6309, 18.5747
O, 2.9226, 9.6267, 15.5697
O, 10.8445, 4.8045, 20.1331
O, 7.5448, 2.3675, 9.95
O, 10.9284, 5.357, 10.7916
O, 6.6052, 6.7174, 12.8859
O, 10.3205, 8.0712, 10.7933
O, 7.666, 9.4522, 14.0118
O, 8.4209, 6.2222, 10.9896
O, 5.347, 10.4885, 20.0436
O, 2.1602, 3.7501, 11.4367
O, 7.9723, 8.5324, 19.7563
O, 6.207, 6.7154, 20.5312
O, 5.5002, 2.7156, 15.4063
O, 1.2935, 0.9324, 20.7014
O, 6.0841, 9.033, 11.6378
O, 4.6179, 4.9899, 16.1155
O, 6.5979, 3.9026, 17.623
O, 10.5587, 10.6836, 11.8127
O, 5.5826, 0.4992, 13.9899
O, 8.0195, 5.0983, 15.9202
O, 9.7263, 9.8199, 15.5909
O, -0.3909, 5.1452, 15.1377
O, 1.5607, 6.8338, 20.7804
O, 1.5001, 0.6349, 17.1654
O, 6.5847, 1.7636, 20.8062
O, 1.0022, 1.8219, 12.849
O, 3.254, 5.4936, 18.3283
O, 9.5294, 2.0129, 11.5757
O, 1.0242, 3.0963, 16.1757
O, 8.6056, 5.1346, 13.3755
O, 10.2788, 8.6061, 13.3153
O, 1.4431, 9.399, 21.6488
O, 10.0649, 9.93, 20.6142
O, 3.1592, 0.2297, 10.8939
O, 5.0383, 2.4081, 10.8261
O, 1.7583, 4.1691, 13.925
O, 7.9591, 10.838, 10.8506
O, 9.1367, 4.4692, 18.2083
O, 5.6288, 9.5006, 15.7642
O, 5.5417, -0.0114, 9.8166
O, 3.588, 2.3099, 13.3955
O, 1.9782, 5.6441, 16.0668
O, 9.7059, 1.0381, 14.0348
O, 4.4226, 6.9306, 11.5273
O, 4.7537, 4.4758, 20.219
O, 9.9559, 1.3484, 16.6396
O, 6.6896, 4.3136, 11.6433
O, 5.5846, 8.398, 18.5714
O, 9.0557, 2.7343, 20.2299
O, 3.6045, 1.1223, 15.7749
O, 4.2187, 3.0792, 17.9007
O, 9.9138, 7.2174, 20.9032
O, 3.3766, 8.6764, 9.8465
O, 3.931, 7.4253, 16.3721
O, 7.6299, 0.4829, 15.6966
O, 8.9429, 7.2962, 15.0351
O, 3.922, 1.4263, 21.1449
O, 1.5988, 9.1317, 11.6934
O, 2.3261, 6.1707, 10.1908
O, 7.349, 6.4534, 18.1391
O, 7.2116, 4.3504, 21.128
O, 4.5564, 8.2278, 13.7957
O, 3.3391, 8.6506, 19.95
O, 2.4958, 3.235, 19.8728
O, 3.7288, 10.3457, 17.9569

Results
free energy: -51801.086 eV
free energy less fixed offsets of O -447.96, Si -113.29 eV per atom: -0.796 eV
gap between the highest filled and lowest empty level on this k mesh: 1.419 eV

The program warned: the cutoff lies below the one the program advises for these potential files; the forces do not sum to zero within the program's tolerance; the exchange-correlation potential is rough where the density is thin.
